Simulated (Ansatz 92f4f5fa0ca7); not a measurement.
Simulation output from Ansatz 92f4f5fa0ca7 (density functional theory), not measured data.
Periodic cell of 215 atoms, Si132O82B1, from a study of silicon, its oxide and their interface. The atomic structure is a simulated model.
Doubt: the cutoff is far below the 930 eV that the study's wrapper takes by default for these files, so forces and energies are approximate.
This geometry differs little from another in the collection (a relaxation step or a small displacement).

Settings: functional PBE; potential files Ansatz PAW; basis plane waves; wave-function cutoff 580 eV; density cutoff ratio 5; exchange-correlation grid ratio 1; k mesh 1 x 1 x 1, Gamma-centred; self-consistency stop 5e-08 eV per atom in the density residual; occupations fixed; spin none; net charge -1 e, with a uniform compensating background and no finite-size correction.

Cell vectors (angstrom)
a, 10.938, 0, 0
b, 0, 10.938, 0
c, 0, 0, 31.5432

Atoms and the computed forces on them: element, x, y, z (angstrom), force x, y, z (eV/angstrom)
Si, 10.4338, 0.5772, 24.3552, -0.0019, 0.001, 0.0026
Si, 6.0431, 10.5047, 24.1683, 0.0001, -0.0021, 0.0025
Si, 2.1303, 3.2506, 24.0945, -0.0009, 0.0011, 0.0026
Si, 8.703, 2.2587, 24.3212, 0.0022, -0.0012, 0.0024
Si, 0.5013, 5.0545, 24.1789, 0.0012, -0.0013, 0.0021
Si, 5.0491, 5.8959, 24.2042, -0.001, 0.0016, 0.0025
Si, 3.3952, 7.6518, 24.1729, 0.0007, -0.0009, 0.003
Si, 7.8283, 8.8301, 24.0097, -0.0011, 0.0006, 0.0027
Si, 1.341, 1.4837, 25.4687, -0.002, 0.0009, 0.0021
Si, 6.9198, 1.3037, 25.5159, 0.0017, -0.0009, 0.0021
Si, 4.0245, 4.1047, 25.3394, -0.0001, 0.0005, 0.0009
Si, 9.6665, 4.0977, 25.436, -0.0001, -0.0016, 0.0018
Si, 1.4965, 6.818, 25.3828, 0.0009, -0.0007, 0.001
Si, 6.8944, 6.9475, 25.2532, -0.0011, -0.0004, 0.0004
Si, 4.2288, 9.5324, 25.3602, -0.0001, -0.0012, 0.0005
Si, 9.5262, 9.6449, 25.4514, -0.0011, 0.0014, 0.0024
Si, 2.7761, 0.0086, 26.6595, 0.0013, 0.0006, -0.0009
Si, 8.2233, -0.024, 26.9649, 0.0004, 0.0004, -0.0084
Si, 0.0157, 2.7713, 26.9365, 0.0009, 0.0009, -0.0073
Si, 5.4472, 2.7389, 26.6808, -0.0006, -0.0006, -0.0004
Si, 2.7574, 5.4416, 26.856, -0.0017, -0.0004, -0.005
Si, 8.2237, 5.5258, 26.6441, 0.0013, 0.0006, -0.001
Si, 0.0393, 8.2154, 26.6682, -0.0002, -0.0003, -0.0007
Si, 5.5534, 8.1978, 26.8126, 0.0013, 0.0021, -0.0036
Si, 4.106, 1.3713, 28.0883, -0.0007, 0.0005, 0.0019
Si, 9.5937, 1.3735, 28.2607, 0.0005, -0.0003, 0.0039
Si, 1.3898, 4.1252, 28.2568, 0.002, -0.0002, 0.0033
Si, 6.8329, 4.1391, 28.0411, 0.0003, -0.0011, 0.0015
Si, 4.1562, 6.8254, 28.1642, -0.0002, 0.001, 0.0045
Si, 9.5936, 6.8554, 28.0694, -0.0001, 0.0006, 0.0021
Si, 1.3891, 9.5952, 28.068, -0.0009, 0.0002, 0.0013
Si, 6.8462, 9.5392, 28.2592, -0.0016, -0.0015, 0.0038
Si, 0.0463, -0.0171, 29.5571, 0.0004, -0.0007, -0.0006
Si, 5.442, 0.0169, 29.5103, -0.0003, 0.0008, -0.002
Si, 2.7656, 2.7116, 29.5459, 0.0005, -0.0008, -0.0015
Si, 8.1687, 2.7756, 29.4941, -0.0012, 0.0012, -0.0014
Si, -0.0205, 5.5112, 29.5171, -0.0015, 0.0011, -0.0018
Si, 5.5053, 5.4526, 29.5281, -0.0001, -0.0004, -0.0003
Si, 2.7464, 8.2197, 29.4679, 0.0003, -0.0001, -0.0018
Si, 8.2511, 8.1663, 29.5523, 0.0015, -0.0007, -0.0011
Si, 1.3935, 1.3632, 30.9348, 0.0004, 0.0013, 0.0005
Si, 6.8126, 1.3854, 30.8588, 0.0001, -0.001, 0.0012
Si, 4.1221, 4.0916, 30.9101, -0.0014, 0, 0.0007
Si, 9.5467, 4.1263, 30.8616, 0.0014, 0, 0.0011
Si, 1.3674, 6.8679, 30.8548, -0.0003, -0.0004, 0.0008
Si, 6.8647, 6.8104, 30.9209, -0.0004, 0.0016, 0.0008
Si, 4.0852, 9.5846, 30.868, 0.0001, 0.0006, 0.001
Si, 9.5963, 9.5526, 30.9252, -0.0012, -0.0006, 0.0003
Si, 2.7463, -0.0269, 0.7518, -0.0021, -0.0004, -0.0014
Si, 8.1656, 0.0063, 0.6924, 0.0013, -0.0001, -0.0007
Si, -0.0329, 2.7623, 0.6978, 0.0003, -0.0018, -0.0005
Si, 5.4741, 2.7096, 0.7368, -0.0005, 0.0015, -0.0001
Si, 2.7063, 5.4845, 0.6914, 0.0031, -0.0008, -0.0004
Si, 8.218, 5.4369, 0.7549, -0.0016, 0.0001, 0
Si, 0.0318, 8.1828, 0.7475, -0.0004, 0.0023, -0.0007
Si, 5.4611, 8.2215, 0.6911, 0.0007, -0.0022, -0.0005
Si, 4.1204, 1.3336, 2.1112, 0.001, 0.0001, 0.0014
Si, 9.522, 1.3837, 2.0462, -0.0022, 0.0026, 0.0012
Si, 1.3127, 4.1455, 2.085, -0.0028, 0.0011, 0.001
Si, 6.8463, 4.0557, 2.1045, 0.0012, -0.0012, 0.0031
Si, 4.0598, 6.8791, 2.045, -0.0019, 0.0021, 0.0008
Si, 9.6045, 6.7962, 2.1056, -0.0001, -0.0012, 0.0005
Si, 1.3796, 9.5511, 2.1234, 0.0028, -0.0017, 0.0017
Si, 6.8093, 9.5767, 2.1017, 0.0001, 0.0001, 0.0013
Si, -0.0594, 0.0009, 3.3704, -0.0005, -0.0008, -0.0009
Si, 5.4422, -0.0321, 3.5626, 0.0004, 0.0012, -0.0001
Si, 2.6815, 2.7186, 3.3623, 0.0057, 0.0027, -0.0088
Si, 8.1866, 2.6851, 3.5274, -0.0004, 0.0011, -0.0033
Si, -0.0127, 5.4813, 3.5909, 0.0005, -0.001, 0.0005
Si, 5.4406, 5.4885, 3.3306, 0.0032, -0.0006, -0.005
Si, 2.7367, 8.1961, 3.5436, -0.0008, 0.0005, -0.0029
Si, 8.2317, 8.1908, 3.4028, -0.0043, -0.0022, -0.007
Si, 1.2951, 1.357, 4.7088, -0.0043, -0.0067, 0.0086
Si, 6.8529, 1.2907, 4.9494, 0.0002, -0.0005, -0.0003
Si, 4.0446, 4.1384, 4.6401, 0.0008, 0.0009, 0.0066
Si, 9.5314, 4.0466, 4.9334, -0.0004, 0.0007, -0.0009
Si, 1.3191, 6.9342, 4.9856, 0.0001, 0.0017, 0.0024
Si, 6.8223, 6.812, 4.6943, -0.0001, 0.0011, 0.0037
Si, 4.0306, 9.5911, 4.9891, -0.0032, 0.0003, 0.0025
Si, 9.5866, 9.5543, 4.7787, 0.006, 0.0039, 0.0046
Si, 2.4197, -0.0409, 6.2538, 0.008, 0.0018, -0.009
Si, 8.2651, -0.1341, 6.3, 0.0007, 0.0008, 0.0023
Si, -0.0441, 2.6018, 6.2285, -0.0009, -0.0018, 0.0036
Si, 5.343, 2.7532, 6.0419, 0.0011, 0.0002, -0.0051
Si, 2.7313, 5.4396, 6.1525, -0.0017, -0.0016, -0.0004
Si, 8.1009, 5.4573, 6.1845, -0.0004, -0.0035, -0.0029
Si, 0.0785, 8.4895, 6.3706, 0.0031, -0.0013, -0.0043
Si, 5.5448, 8.1546, 6.1725, 0.0005, 0.0006, 0.0009
Si, 3.4295, 1.8963, 7.1361, -0.0075, 0.0004, -0.001
Si, 10.1857, 0.6562, 7.48, -0.0043, 0.0055, -0.0118
Si, 1.7505, 3.6391, 7.3297, 0.0047, 0, -0.0046
Si, 6.2032, 4.5001, 7.3732, -0.0003, 0.0008, -0.0012
Si, 4.6413, 6.2873, 7.259, -0.0014, 0.0008, -0.0025
Si, 9.2199, 7.228, 7.2922, -0.0019, 0.0081, -0.0006
B, 0.8865, 10.1807, 7.5575, -0.0044, -0.0062, 0.002
Si, 7.4208, 8.8766, 7.4772, 0.0024, -0.0044, -0.0052
O, 4.5879, 6.5603, 8.8981, -0.0011, 0.0005, 0.003
O, 1.3794, 3.9592, 8.9331, -0.001, 0.0022, 0.0059
O, 9.7385, 6.5122, 8.7133, 0.0009, -0.0018, 0.0054
O, 1.2502, 10.0678, 8.966, 0.0017, -0.0006, 0.0097
O, 6.0666, 4.1825, 9.0166, 0.0006, -0.0012, 0.004
O, 3.8362, 1.74, 8.7234, 0.0027, -0.0003, 0.0085
O, 7.1572, 8.9307, 9.1395, -0.0018, 0.0028, 0.0069
O, 9.7158, 0.9754, 9.066, -0.0021, 0.0011, 0.0077
O, 8.2455, 2.5391, 22.7552, -0.0011, 0.0008, -0.0036
O, 10.9993, 5.5458, 22.6505, -0.0005, 0.001, -0.0032
O, 5.6251, 0.0972, 22.655, -0.0008, 0.0015, -0.0033
O, 5.281, 5.3971, 22.634, 0.0011, -0.0009, -0.0036
O, 2.157, 2.8134, 22.4813, 0.0007, -0.0012, -0.0036
O, 3.3287, 7.8606, 22.5164, -0.0013, 0.0012, -0.0045
O, 8.3809, 8.7461, 22.4248, 0.001, -0.0004, -0.0034
O, -0.1582, 11.2322, 22.7666, 0.0017, -0.0012, -0.0037
Si, 2.1579, 2.969, 12.8617, 0, -0.0001, -0.0021
Si, 8.715, 1.2736, 10.3014, -0.0001, -0.0003, -0.004
Si, 1.0659, 4.4981, 15.3314, 0.0001, -0.0006, -0.0006
Si, 7.5295, 5.5507, 12.1652, -0.001, 0.0003, -0.0018
Si, 2.4172, 8.1825, 21.2145, 0.0009, -0.0006, 0.0033
Si, 5.3948, 7.7866, 12.4316, -0.0004, -0.0001, -0.0019
Si, 9.2854, 0.4634, 15.4663, 0.0007, 0.0008, -0.0009
Si, 2.9306, -0.0379, 16.6541, 0.0002, 0.0001, 0.0011
Si, 10.4632, 1.1682, 12.5725, 0.0003, -0.0005, -0.0013
Si, 7.7649, 2.8312, 21.2452, 0, -0.0006, 0.0034
Si, 9.173, 8.79, 14.4133, 0.0003, -0.0004, -0.001
Si, 1.4613, 4.7783, 10.3319, 0.0007, 0.0006, -0.0052
Si, 4.4862, 9.4863, 19.1403, 0, -0.0004, 0.0022
Si, 11.0754, 6.0977, 21.1235, 0.0001, 0.0003, 0.0029
Si, 6.639, 10.4375, 14.8242, 0.0002, -0.0003, -0.0005
Si, 5.3902, 0.7312, 21.1862, 0.0004, 0, 0.0029
Si, 2.2847, 9.8096, 10.1855, -0.0014, 0.0019, -0.005
Si, 0.431, 10.6401, 21.3961, -0.0008, 0.0004, 0.003
Si, 5.8479, 5.2558, 21.13, -0.0003, 0.0002, 0.0034
Si, 3.6136, 7.0968, 10.0573, -0.0011, -0.0023, -0.0025
Si, 9.047, 5.6955, 14.8156, -0.0004, -0.0003, -0.0014
Si, 3.6625, 4.0828, 19.0801, 0, -0.0005, 0.0024
Si, 10.0288, 3.664, 19.3184, -0.0001, 0.0002, 0.0019
Si, 4.2769, 8.6639, 15.3461, 0.0002, -0.0003, -0.001
Si, 0.4609, 1.92, 17.1549, -0.0002, 0.0001, 0.0007
Si, 6.7975, 7.5354, 19.2556, 0.0003, 0.0003, 0.0017
Si, 5.2605, 3.6223, 16.7217, 0, -0.0001, 0.0006
Si, 7.7885, 5.0212, 17.516, 0.0003, 0.0004, 0.001
Si, 6.6661, 9.9067, 10.3447, 0.0008, -0.0015, -0.0045
Si, 4.3923, 1.0388, 10.0427, -0.0005, 0.0021, -0.004
Si, -0.0394, 9.0887, 11.835, 0.0006, 0.0014, -0.0018
Si, 9.1029, 8.6351, 20.9546, 0, 0.0003, 0.0023
Si, 4.5626, 1.6614, 14.5588, -0.0006, 0.0001, -0.0009
Si, 2.4492, 2.0915, 21.0512, -0.0003, 0.0002, 0.003
Si, 6.3575, 3.2837, 10.3406, 0.0005, -0.0001, -0.0024
Si, 3.4291, 5.9168, 16.714, 0, -0.0004, 0.0008
Si, 9.8616, 6.5213, 10.3207, 0.0004, -0.0013, -0.0041
O, 0.1172, 2.6223, 18.5881, 0.0005, -0.0005, -0.0009
O, 2.947, 9.6325, 15.5828, 0.0002, -0.0006, -0.0002
O, 10.8569, 4.8102, 20.143, -0.0002, -0.0006, -0.0008
O, 7.6187, 2.3805, 9.857, -0.0001, 0.001, 0.0032
O, 10.9177, 5.3441, 10.7975, -0.0004, 0.0005, 0.0006
O, 6.5481, 6.694, 12.8088, 0.0012, -0.001, 0.0001
O, 10.2591, 8.0561, 10.7547, 0.0006, 0.0013, 0.0016
O, 7.6955, 9.4566, 13.9734, -0.0002, 0.0001, 0.0005
O, 8.3991, 6.1834, 10.9517, -0.0013, -0.0008, 0.0019
O, 5.3566, 10.4821, 20.0842, -0.0002, -0.0006, -0.0009
O, 2.1712, 3.7562, 11.4231, 0.0002, -0.0008, 0.0017
O, 7.9798, 8.5465, 19.7667, -0.0006, -0.0002, -0.0008
O, 6.209, 6.7332, 20.5539, 0.0002, 0.0003, -0.0011
O, 5.5156, 2.7149, 15.3924, -0.0001, -0.0002, 0.0001
O, 1.306, 0.9337, 20.7089, 0.0002, 0, -0.0008
O, 6.0571, 9.0512, 11.614, -0.0005, 0, 0.0012
O, 4.6108, 4.9827, 16.0932, -0.0002, 0.0001, 0
O, 6.5995, 3.9115, 17.6125, -0.0002, -0.0001, -0.0002
O, 10.5006, 10.6644, 11.8167, 0.0007, -0.0019, 0.0017
O, 5.5929, 0.4896, 13.984, 0.0002, -0.0001, 0.0004
O, 8.028, 5.1242, 15.9262, -0.0001, -0.0001, -0.0002
O, 9.7735, 9.8302, 15.5341, 0.0001, -0.0001, 0.0003
O, -0.3991, 5.1382, 15.1067, 0.0003, 0, 0.0001
O, 1.5715, 6.8362, 20.8051, -0.0001, -0.0002, -0.0008
O, 1.5178, 0.6446, 17.1764, 0.0002, 0, -0.0003
O, 6.598, 1.7685, 20.8148, -0.0001, -0.0001, -0.0008
O, 1.0156, 1.792, 12.8079, -0.0009, -0.0007, 0.0006
O, 3.2409, 5.4913, 18.308, 0.0001, 0.0003, -0.0009
O, 9.5324, 2.0097, 11.5366, 0.0005, -0.0008, 0.001
O, 1.0218, 3.1126, 16.1949, 0, 0, 0
O, 8.563, 5.1465, 13.367, 0.0003, 0.0004, 0.0012
O, 10.3248, 8.5701, 13.276, -0.0004, 0.0004, 0.0005
O, 1.4475, 9.4033, 21.6785, 0.0001, 0.0001, -0.0011
O, 10.0777, 9.9401, 20.6206, 0, -0.0002, -0.0008
O, 3.1235, 0.2119, 10.7085, -0.0007, -0.0002, 0.0012
O, 5.1315, 2.2852, 10.845, -0.0001, -0.0009, 0.0008
O, 1.7518, 4.1364, 13.9152, -0.0002, 0, 0.001
O, 7.9074, 10.8654, 10.8277, 0.0001, 0.0015, 0.0008
O, 9.1332, 4.4673, 18.2244, -0.0004, 0, -0.0007
O, 5.6626, 9.4863, 15.7564, -0.0001, -0.0002, 0.0002
O, 5.5183, -0.0797, 9.6988, 0.0012, -0.0008, 0.0007
O, 3.594, 2.2972, 13.3805, 0.0002, -0.0002, 0.0008
O, 1.9738, 5.655, 16.033, 0, 0, 0.0001
O, 9.7147, 1.0906, 14.0214, 0.0002, -0.0004, 0.0008
O, 4.3217, 6.9989, 11.5122, 0.0003, 0.0004, 0.0007
O, 4.7564, 4.4965, 20.2039, -0.0005, -0.0003, -0.0013
O, 9.967, 1.336, 16.6378, -0.0003, -0.0006, -0.0003
O, 6.698, 4.2534, 11.6245, 0.0005, 0.0007, 0.0001
O, 5.5882, 8.4082, 18.5842, -0.0001, 0.0001, -0.0005
O, 9.0699, 2.7424, 20.2694, 0.0007, 0.0001, -0.0011
O, 3.6196, 1.1337, 15.7759, 0.0002, -0.0001, 0
O, 4.2272, 3.077, 17.8942, 0.0002, 0, -0.0008
O, 9.9203, 7.2227, 20.9024, -0.0002, 0.0001, -0.0008
O, 3.3253, 8.6547, 9.6881, 0.0008, -0.0013, 0.0012
O, 3.9449, 7.4236, 16.3661, -0.0001, 0.0002, -0.0005
O, 7.652, 0.4711, 15.6842, -0.0001, -0.0001, 0.0001
O, 8.9553, 7.3104, 15.0164, 0.0001, 0.0003, 0
O, 3.9338, 1.4423, 21.1509, -0.0001, 0, -0.0008
O, 1.5651, 9.1545, 11.5324, -0.0029, 0.0004, 0.0016
O, 2.2975, 6.1586, 10.1323, 0.001, -0.0007, 0.002
O, 7.352, 6.4602, 18.1563, 0.0001, -0.0008, -0.0007
O, 7.2117, 4.3627, 21.1309, -0.0003, 0.0005, -0.0011
O, 4.5604, 8.2328, 13.7878, -0.0005, 0.0003, 0.0016
O, 3.3341, 8.6611, 19.9592, 0.0006, 0.0005, -0.0012
O, 2.4999, 3.2379, 19.8677, 0.0003, 0.0006, -0.0012
O, 3.7517, 10.3705, 17.9741, -0.0005, 0.0003, -0.0012

Results
free energy: -130699.454 eV
free energy less fixed offsets of B -154.04, O -568.88, Si -635.61 eV per atom: 3.266 eV

The program warned: the cutoff lies below the one the program advises for these potential files; the exchange-correlation potential is rough where the density is thin.
